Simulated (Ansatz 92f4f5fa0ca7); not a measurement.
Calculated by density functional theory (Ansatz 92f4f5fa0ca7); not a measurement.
Periodic cell of 256 atoms, Si144O112, from a study of silicon, its oxide and their interface. The atomic structure is a simulated model.
Doubt: the cutoff is far below the 930 eV that the study's wrapper takes by default for these files, so forces and energies are approximate.
This geometry differs little from another in the collection (a relaxation step or a small displacement).

Settings
functional: PBE
potential files: Ansatz PAW
basis: plane waves
wave-function cutoff: 580 eV
density cutoff ratio: 5
exchange-correlation grid ratio: 1
k mesh: 1 x 1 x 1, Gamma-centred
self-consistency stop: 5e-08 eV per atom in the density residual
occupations: fixed
spin: none
net charge: 0

Cell vectors (angstrom)
a  10.938  0  0
b  0  10.938  0
c  -1.9408  -5.264  36.7465

Atoms and the computed forces on them: element, x, y, z (angstrom), force x, y, z (eV/angstrom)
Si  -0.3827  -6.8428  29.0166  0.006  -0.0122  0.0199
Si  2.6369  -4.445  29.4597  0.0665  0.0057  -0.0133
Si  -0.9265  -0.7646  29.0886  0.0082  0.0002  0.0538
Si  1.8813  -9.1029  29.1915  0.0153  0.0178  0.0776
Si  -6.6564  -6.3305  29.6061  -0.1121  -0.1001  0.0623
Si  -3.9349  -3.9731  29.0046  0.0197  -0.0194  0.0198
Si  5.1116  -1.4275  29.3117  0.0004  0.0015  0.0106
Si  -3.2089  -9.5099  29.3144  -0.0184  0.0001  -0.0365
Si  0.7354  -5.2997  30.5032  -0.0218  0.0001  0.0066
Si  3.5127  -2.5797  30.6192  -0.0214  -0.0124  -0.0094
Si  0.7191  -10.6843  30.4859  0.0043  -0.0435  -0.0169
Si  3.3199  -8.0561  30.773  0.0498  0.0594  -0.0703
Si  -4.8518  -5.3152  30.6738  0.0106  0.0289  -0.0183
Si  -1.8073  -2.4484  30.5217  0.0543  -0.0079  -0.018
Si  6.2368  0.1762  30.6352  0.0004  -0.0091  0.0065
Si  -1.9339  -7.9435  30.5063  -0.0068  0.0226  0.0015
Si  -0.5425  -3.8736  31.9266  -0.0049  0.0201  0.0022
Si  2.1158  -1.1391  31.8956  -0.0104  0.0222  0.0004
Si  -0.596  -9.3271  31.9325  0.0067  -0.002  0.0419
Si  2.0432  -6.5875  32.0295  -0.0056  -0.0292  0.04
Si  4.8716  -3.861  32.0389  0.0082  -0.0068  0.0197
Si  7.6478  -1.1915  31.9476  -0.0195  0.0254  0.0301
Si  4.8669  1.5673  31.9728  -0.0121  0.0122  0.0141
Si  -3.3144  -6.6147  31.9205  0.0038  -0.0051  0.0077
Si  -1.9408  -5.264  33.3283  -0.0061  0.2041  -0.3791
Si  0.7937  -2.5295  33.3283  0.1726  0.0958  -0.1475
Si  -1.9408  0.205  33.3283  0.065  0.0361  -0.1719
Si  0.7937  -7.9985  33.3283  -0.5192  -0.125  0.5261
Si  3.5282  -5.264  33.3283  -0.3184  0.0307  0.3034
Si  6.2627  -2.5295  33.3283  0.252  0.1034  0.3625
Si  3.5282  0.205  33.3283  -0.2531  -0.1993  -0.152
Si  6.2627  -7.9985  33.3283  0.0733  0.023  -0.2166
Si  1.3673  -1.3673  3.418  -0.0813  -0.4025  -0.1325
Si  4.1018  1.3673  3.418  0.2062  -0.1628  -0.3735
Si  1.3673  4.1018  3.418  -0.1464  0.0103  0.2347
Si  4.1018  -4.1018  3.418  -0.0441  0.2525  0.1361
Si  6.8362  -1.3673  3.418  0.1484  0.2603  0.4176
Si  -1.3673  1.3673  3.418  0.0745  -0.0475  -0.0789
Si  6.8362  4.1018  3.418  0.2087  -0.1439  -0.2036
Si  -1.3673  6.8362  3.418  0.2872  0.1198  -0.3009
Si  2.78  -0.0573  4.7224  0.008  0.0374  -0.0328
Si  5.5135  2.6786  4.7565  -0.017  0.0102  -0.0305
Si  2.7227  5.4894  4.7923  0.0031  -0.0051  -0.0081
Si  5.4829  -2.7286  4.8159  0.0199  0.0016  -0.0052
Si  -2.6643  -0.001  4.8366  -0.0007  0.0053  0.0015
Si  -0.0329  2.7284  4.804  0.0046  0.0055  -0.0112
Si  8.2364  5.473  4.7339  0.0003  -0.006  -0.0294
Si  0.017  -2.7753  4.8192  -0.0077  0.0047  -0.018
Si  1.3698  1.2648  6.0107  -0.0209  -0.0286  0.0236
Si  4.1519  4.1055  6.0231  -0.0113  0.0017  -0.0027
Si  1.3651  -4.1537  6.2542  0.0098  0.0053  0.0037
Si  4.0559  -1.4238  6.1852  0.0172  -0.0096  0.0122
Si  -3.9131  1.5016  6.2001  0.0532  0.0324  0.0097
Si  -1.3835  4.1479  6.1846  -0.0043  -0.0085  0.0177
Si  6.8671  -4.135  6.1048  -0.0357  0.0029  0.0065
Si  -1.3524  -1.454  6.2476  0.0083  0.0177  0.0045
Si  0.3895  -0.3551  7.422  -0.0263  0.0163  -0.0791
Si  2.9142  2.521  7.1904  0.0188  -0.0011  -0.0187
Si  -0.2285  -5.2884  7.6056  0.0165  -0.015  -0.0128
Si  2.6003  -2.6147  7.5664  -0.0072  -0.0424  -0.0013
Si  4.9108  0.0794  7.7829  0.002  -0.008  -0.0056
Si  -3.2782  3.4701  7.4034  -0.0553  0.0013  -0.0211
Si  5.8275  5.1113  7.3234  0.0635  -0.0332  -0.0062
Si  -2.5382  -3.0836  7.5582  0.0038  0.0001  -0.0179
Si  -0.5735  -6.6312  34.6955  -0.0511  -0.194  0.0327
Si  2.161  -3.8967  34.6955  0.0702  0.0099  0.04
Si  -0.5735  -1.1622  34.6955  0.0211  0.0145  -0.0302
Si  2.161  1.5723  34.6955  -0.0364  -0.0358  -0.0249
Si  4.8955  -6.6312  34.6955  -0.0094  -0.0234  -0.0373
Si  -3.308  -3.8967  34.6955  0.0078  0.0446  -0.0016
Si  4.8955  -1.1622  34.6955  0.0132  -0.0359  0.0055
Si  7.63  1.5723  34.6955  -0.0171  -0.0436  -0.0184
Si  0.7937  -5.264  36.0628  -0.0253  0.0797  -0.0215
Si  3.5282  -2.5295  36.0628  -0.0025  -0.0423  0.0007
Si  0.7937  0.205  36.0628  -0.0072  0.0118  -0.0238
Si  3.5282  -7.9985  36.0628  0.0028  -0.0207  -0.0246
Si  -4.6753  -5.264  36.0628  0.0155  0.0359  -0.0297
Si  -1.9408  -2.5295  36.0628  -0.023  -0.0051  -0.0199
Si  6.2627  0.205  36.0628  -0.0369  0.017  -0.0025
Si  -1.9408  -7.9985  36.0628  -0.031  0.083  0.005
Si  1.3673  1.3673  0.6835  0.0241  -0.0309  0.0125
Si  4.1018  4.1018  0.6835  -0.0116  0.0226  0.0165
Si  1.3673  6.8362  0.6835  0.0475  -0.0507  -0.0044
Si  4.1018  -1.3673  0.6835  0.0029  -0.0129  0.0091
Si  6.8362  1.3673  0.6835  0.0242  -0.0118  0.0071
Si  -1.3673  4.1018  0.6835  0.0315  -0.0543  0.0218
Si  6.8362  -4.1018  0.6835  -0.0008  0.0154  0.0411
Si  -1.3673  -1.3673  0.6835  -0.0558  -0.0503  0.0164
Si  0  0  2.0507  0.0121  0.0676  0.0091
Si  2.7345  2.7345  2.0507  -0.0115  -0.0743  0.0408
Si  0  5.469  2.0507  -0.031  0.0579  -0.035
Si  2.7345  -2.7345  2.0507  -0.0472  -0.0179  -0.0308
Si  5.469  0  2.0507  -0.014  0.0803  -0.0357
Si  8.2035  2.7345  2.0507  -0.0646  0.0095  -0.0221
Si  5.469  5.469  2.0507  0.0022  -0.0313  0.0527
Si  8.2035  -2.7345  2.0507  0.0907  0.0638  0.0414
Si  -1.9007  -1.9602  23.7075  0.002  0.0024  -0.0033
Si  4.4752  -3.0421  17.2048  -0.0008  -0.0021  0.0015
Si  5.6789  -8.1079  27.3082  -0.0235  0.016  0.0441
Si  0.0823  -8.8576  25.1005  -0.0021  -0.0037  -0.0095
Si  -0.202  -9.222  22.0387  0.0032  0.0008  0.0023
Si  6.1692  -5.9484  21.8255  0.0008  -0.0003  0.0047
Si  -0.1604  -1.604  14.1672  -0.0008  -0.0032  -0.0005
Si  -2.4483  2.2164  12.9743  -0.0081  0.0015  0.0024
Si  2.7415  -2.3818  21.958  -0.0007  0.0012  0.009
Si  -2.2056  -2.3656  19.4529  -0.0044  -0.0012  0.0022
Si  1.2659  -10.0202  19.7443  0.0005  0.0034  0.0048
Si  4.9499  0.8753  10.5393  -0.005  -0.008  -0.0024
Si  -1.1019  -6.2775  25.9307  -0.0014  0.0066  0.001
Si  -1.0129  0.1853  10.0407  -0.0092  0.0042  -0.0116
Si  7.6194  2.3813  10.224  0.0094  0.0182  -0.0222
Si  -0.186  -0.8136  26.0567  0.0051  -0.0093  0.0088
Si  2.6287  -1.6819  25.0346  0.0034  -0.0031  -0.0063
Si  -4.375  -4.6114  18.9799  0.0008  0.0031  0.003
Si  0.0212  -7.843  18.2287  -0.0026  0.0066  0.0007
Si  3.814  -10.5047  27.03  0.0029  0.0012  -0.011
Si  -3.3801  -4.6147  24.2729  0.002  -0.0041  -0.0051
Si  0.225  1.0799  12.7443  -0.0018  -0.0068  -0.002
Si  1.3691  -3.9435  13.4569  0.0044  -0.0042  -0.003
Si  2.5754  3.5947  16.7223  -0.0003  0.0023  0.0029
Si  1.9026  -4.4748  16.3966  0.005  -0.0023  0.0041
Si  0.7589  -6.3832  20.8938  0.003  0.002  0.006
Si  1.7241  4.277  9.5668  -0.0073  0.02  0.0055
Si  -0.1457  -3.4364  21.6206  0.0026  -0.0005  0.0074
Si  6.0483  -5.3157  26.5448  -0.0065  -0.0018  0.0052
Si  -2.7238  0.0565  21.3433  -0.0054  0.0036  0.0039
Si  1.6771  -6.3332  24.9646  0.0168  0.0173  0.0016
Si  -0.7336  -3.0368  16.7783  0.002  -0.0012  0.0053
Si  -3.016  -7.3665  18.0804  0.0035  0.0036  0.0054
Si  5.9016  -2.3397  14.661  0.0041  -0.0089  -0.0059
Si  2.6331  2.4492  11.769  -0.0013  0.0081  -0.006
Si  4.1208  -4.5279  9.6437  0.0107  0.001  0.0054
Si  4.2937  -4.2321  12.7074  0.0011  -0.0037  -0.0148
Si  3.3718  -0.9608  19.3257  0.006  0.0022  0.0046
Si  6.8048  -0.415  12.5514  -0.0025  -0.0063  0.0004
Si  6.9455  3.5107  15.3299  -0.0021  0.0038  0.0001
Si  3.1912  -5.4708  22.2685  0.0028  0.0035  0.005
Si  4.1948  3.8832  14.0434  0.0012  0.0032  0.0017
Si  -2.6684  -2.317  10.4359  -0.0097  -0.0045  -0.0058
Si  3.9206  -9.0141  18.9698  0.0038  0.0021  0.008
Si  -4.3598  -8.6026  20.5152  -0.001  -0.0007  0.0032
Si  3.2125  -4.3339  26.6152  0.0034  -0.0102  0.0204
Si  -1.3886  -3.8272  12.5791  -0.0029  -0.006  -0.0005
Si  8.1296  -4.5629  15.0268  -0.0051  0.0025  0.0009
O  5.3949  -4.2307  17.8812  -0.0016  0.004  0.0007
O  -1.3673  -4.1662  8.03  0.0052  0.0053  0.0123
O  4.0721  1.4862  7.7259  -0.0219  0.0105  0.0113
O  4.9046  -0.3009  9.3885  -0.003  0.008  0.0086
O  -2.1203  -10.6073  28.7167  -0.0029  0.0147  0.0022
O  0.7948  -7.9673  28.6229  -0.0164  0.0188  -0.0173
O  -0.5124  -1.8125  15.7316  0.0003  0.0004  -0.0019
O  1.4686  -7.9582  25.1077  -0.0029  0.0028  0.003
O  2.9053  5.3527  9.7977  -0.0041  -0.0061  -0.0055
O  6.4505  0.4102  7.3314  -0.0034  -0.0144  0.0129
O  7.6133  -2.6515  8.9685  -0.008  0.0148  0.033
O  2.1161  3.1858  8.4433  -0.0043  -0.0038  0.0012
O  4.906  -2.9677  13.5248  -0.0005  0.0012  0.0076
O  -3.0036  -3.0459  24.1781  0.0003  -0.0016  0.0045
O  2.292  -3.9363  27.8968  -0.0108  0.0012  -0.0076
O  2.5925  -9.8122  27.8762  0.0182  -0.023  -0.0378
O  8.5181  -3.5963  29.4772  -0.0249  -0.0222  -0.0197
O  -1.2532  -3.1363  20.4963  0.0029  0.0015  -0.0032
O  4.6988  -7.2882  28.3077  0.0452  -0.0146  -0.0622
O  6.1498  -4.6371  25.0806  0.005  0.0051  -0.0074
O  1.8013  -0.4869  19.0998  -0.0009  0.0005  0.0009
O  -1.6466  -4.2353  16.1291  -0.0014  0.0029  -0.0002
O  -2.9018  3.3944  9.0302  0.0056  -0.0149  0.0222
O  4.636  5.4114  13.6526  -0.0011  -0.0043  0.0025
O  -0.6856  -2.8434  23.0459  -0.0046  0.0036  0.0024
O  4.5163  -0.6949  27.9693  0  0.0027  -0.0003
O  0.1928  -7.6649  21.7494  -0.0024  -0.0051  -0.0006
O  0.0426  -5.0604  21.5546  0.0002  0.0036  -0.0034
O  -3.748  -4.8198  27.6058  0.0029  0.0095  0.0206
O  8.068  2.8117  14.4074  0.0019  -0.0017  -0.001
O  1.4937  -1.4513  8.0436  0.0189  -0.0091  0.0293
O  0.3637  5.0249  9.0349  0.0105  -0.0152  0.0189
O  -2.4979  -0.8559  19.9995  0.001  0.0018  0.0005
O  7.2347  5.1034  15.4454  -0.0009  -0.0027  0.0024
O  3.4708  -3.2231  8.8585  0.0083  0.0004  0.0031
O  1.76  1.5862  12.8368  -0.0041  -0.0031  0.0052
O  -1.4461  3.4695  17.6438  0.0003  -0.0013  0.002
O  3.2517  -3.1126  25.5417  -0.0035  0.0103  0.0039
O  8.0026  0.6612  12.8084  -0.0004  0.0036  -0.0022
O  4.7698  -4.2184  11.1315  -0.0002  0.0011  0.0178
O  0.3976  -6.67  19.3233  0.0015  -0.0013  0.0025
O  1.2491  -2.6427  21.3426  0.0025  0.0007  -0.0018
O  1.0746  -1.6609  25.488  -0.0075  0.0078  0.0121
O  5.5065  3.1668  14.6729  -0.0042  0.0032  0.0016
O  -0.8237  2.2971  12.9646  0.0023  0.0014  0.0017
O  -4.1803  -7.4572  21.6536  -0.0011  0.0058  0.0015
O  1.084  2.9655  16.9807  0.0015  -0.0006  0.0012
O  2.3822  -6.1206  20.9914  0.0011  0.0014  -0.0001
O  7.2706  -5.2006  22.7785  -0.0004  0.0013  0.0024
O  2.3932  5.1416  17.2135  -0.0014  -0.0012  -0.0012
O  -0.452  -1.307  27.5972  0.0145  -0.0018  -0.0437
O  1.2512  -2.3495  13.814  -0.0026  0.0055  0.0023
O  4.8588  -9.3232  26.5864  0.0117  0.0093  0.0078
O  -1.3258  -2.3158  13.2498  0.0018  0.0003  0.0041
O  1.5938  3.446  10.9736  0.0007  -0.0101  0.0086
O  -0.132  -9.4985  23.626  0.0007  0.0033  0.007
O  -1.1575  -7.864  25.4999  0.0059  -0.005  0.0021
O  -3.5783  -3.2172  19.2626  0.0046  -0.0001  -0.0013
O  2.6845  -4.157  12.5717  0.0007  -0.0003  0.004
O  -0.2212  0.5296  8.6671  -0.0203  0.0236  0.0456
O  -1.437  -2.3063  18.0326  -0.0011  -0.0011  0.0004
O  3.2575  -3.5947  16.2827  -0.0022  0.0015  0.0029
O  5.9738  -5.1451  20.4086  0.0008  -0.0026  0.0028
O  -1.3619  -1.3976  10.1101  -0.0018  0.0015  -0.0038
O  0.7012  -3.7128  17.2032  -0.0058  0.0026  -0.0029
O  3.346  -0.3552  25.676  -0.0014  -0.0075  0.0038
O  5.1047  -8.3566  19.8519  0.0023  0.0007  -0.0028
O  0.1365  -4.4003  12.4856  -0.0003  -0.0006  -0.0009
O  2.7573  -5.7868  26.0375  -0.0209  -0.0046  -0.0149
O  0.0087  0.4741  11.2565  0.0059  0.0041  0.0094
O  -2.3196  -5.4813  25.1882  -0.0037  0.0029  0.0018
O  7.2537  -1.5612  11.4683  -0.0017  0.0053  0.0019
O  2.2333  -5.8699  23.5216  -0.0044  -0.004  0.0114
O  -2.6079  -0.921  22.6517  0.002  -0.0034  0.0014
O  3.0022  3.6557  15.1448  0.0029  -0.0025  -0.0032
O  3.4197  -3.8594  22.1215  -0.0014  0.0008  -0.0025
O  3.7554  3.2424  12.6265  -0.0003  -0.0021  0.0037
O  0.0219  -9.3336  18.9344  0.002  -0.0014  0.0032
O  5.445  0.2673  11.9643  0.0035  0.0003  0.0032
O  2.496  -8.931  19.768  -0.0024  -0.0008  -0.0027
O  6.195  -2.5569  28.7717  -0.0053  0.0073  -0.0172
O  0.2461  -5.6099  25.2779  0.0152  -0.008  0.0054
O  2.7563  -1.6289  23.4081  0.0002  -0.0006  -0.0031
O  -4.7896  -6.9347  26.2689  -0.004  -0.0037  0.027
O  3.5476  -1.4261  20.8933  -0.0009  -0.0023  -0.0007
O  -1.6796  -9.6344  21.5037  0.0019  -0.0004  -0.0023
O  5.2684  -2.0813  16.146  0.0021  0.0016  0.0015
O  -3.4138  -5.8049  18.4005  -0.0025  -0.0004  0.0018
O  -1.0081  -6.2366  27.5859  -0.0184  0.0187  -0.0355
O  -3.9533  -8.7506  28.0479  -0.0234  0.0157  0.0046
O  3.712  2.7524  17.5648  -0.0013  0.0011  -0.0015
O  4.6957  -4.6752  27.1971  0.0077  0.009  0.0013
O  -2.1436  -3.6987  11.1472  0.0001  -0.0005  -0.0051
O  7.1789  -3.2767  14.9299  -0.0054  0.0029  0.0022
O  -4.1626  -10.1007  21.1563  0.0044  -0.0024  -0.0017
O  -2.399  1.0354  10.0736  0.0078  -0.0042  -0.0028
O  5.3332  -5.2195  8.7948  -0.0217  0.0168  0.0136
O  1.3873  -4.7894  14.8646  -0.0015  0.0034  -0.002
O  3.8022  -2.2088  18.4141  0.0003  0.0009  -0.0013
O  4.6782  -6.0924  22.4784  0.0029  0.0011  -0.0011
O  -1.4207  -1.1374  25.0339  0.0016  -0.0013  0.0031
O  7.8925  3.0546  11.6948  0.0005  -0.0027  0.0069
O  0.1264  -10.1394  26.1027  -0.0037  -0.0052  0.0077
O  -0.0295  -0.0251  13.9039  0.0008  0.0054  -0.0014
O  -2.1915  -4.8594  13.5482  0.0014  0.0017  -0.0009
O  -3.2396  -8.3394  19.3595  -0.0032  -0.0011  0.0011
O  0.8363  -10.2514  21.2989  -0.001  -0.0009  0.0013
O  7.0153  2.9651  16.8615  -0.001  -0.0007  -0.0024
O  4.2838  0.3225  18.8466  -0.0019  0.0019  -0.0002
O  6.4383  -0.9465  14.0399  -0.002  0.0001  0.0042
O  6.032  2.0235  10.0801  -0.0012  -0.0056  -0.0025
O  3.458  1.5063  10.7229  -0.0012  -0.0009  0.0021

Results
free energy: -155246.219 eV
free energy less fixed offsets of O -568.88, Si -635.61 eV per atom: -3.819 eV

The program warned: the cutoff lies below the one the program advises for these potential files; the forces do not sum to zero within the program's tolerance; the exchange-correlation potential is rough where the density is thin.
